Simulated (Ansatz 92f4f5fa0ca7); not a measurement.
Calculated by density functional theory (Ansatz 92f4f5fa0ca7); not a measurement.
Periodic cell of 243 atoms, Si128O83H32, with a vacuum gap, from a study of silicon, its oxide and their interface. The atomic structure is a simulated model.

Settings
functional: r2SCAN
potential files: Ansatz PAW
basis: plane waves
wave-function cutoff: 800 eV
density cutoff ratio: 5
exchange-correlation grid ratio: 1
k mesh: 1 x 1 x 1, shifted by 0.5 0.5 0 of a step
self-consistency stop: 1e-11 eV per atom in the density residual
occupations: fixed
spin: none
net charge: 0
applied field: sawtooth along c, amplitude -0.015 V/angstrom in the program's sign convention, ramp centred at 0.9883 of c and 0.0233 of c wide, no dipole correction

Cell vectors (angstrom)
a	10.88	0	0
b	0	10.88	0
c	0	0	42.9184

Atoms and the computed forces on them: element, x, y, z (angstrom), force x, y, z (eV/angstrom)
Si	4.0813	13.9089	24.3871	0.0054	0.0056	-0.0495
Si	6.5115	12.2135	29.3208	0.0095	-0.0137	-0.0145
Si	4.721	13.7827	29.2624	-0.0103	0.0039	-0.0135
Si	7.5053	6.5162	28.8526	-0.0043	0.0028	-0.0227
Si	-0.3214	8.4831	29.4079	-0.0183	0.0067	0.0196
Si	2.3515	10.9821	29.3364	-0.0062	0.0096	0.0045
Si	9.8091	15.2714	28.8645	0.0008	-0.0003	-0.0155
Si	1.2982	6.7095	29.4082	0.011	-0.0103	0.0175
Si	5.7317	10.3669	30.5607	-0.0206	0.0027	-0.0166
Si	8.4001	13.0273	30.4327	-0.0023	0.02	-0.0106
Si	5.5721	4.7196	30.5154	0.0296	0.0059	-0.0103
Si	8.6232	7.7117	30.5121	0.0019	-0.02	-0.0164
Si	0.5431	10.228	30.6525	0.0221	-0.0034	-0.0094
Si	3.0516	12.87	30.5707	0.0044	-0.0308	-0.0131
Si	11.1272	15.9382	30.6766	-0.0287	0.0015	-0.0136
Si	3.0019	7.6069	30.7133	0.0125	0.0187	-0.0134
Si	4.4206	11.659	32.0431	-0.0049	0.0042	-0.0054
Si	7.1389	14.431	31.8887	-0.014	-0.0035	-0.0106
Si	4.3493	6.1409	31.9275	-0.0166	-0.0145	0.0098
Si	7.1683	9.0025	31.8334	0.0066	0.0149	0.0103
Si	9.8537	11.653	31.7587	-0.0192	-0.016	0.0104
Si	12.5195	14.3687	31.8039	0.0236	0.0145	0.0151
Si	9.7594	17.1886	32.0494	0.0203	0.0149	-0.0042
Si	1.7212	8.9276	32.1566	-0.0143	-0.0137	-0.0021
Si	3.0852	10.3135	33.4035	0.0115	0.0228	0.0089
Si	5.8042	13.06	33.3079	-0.0109	-0.0095	0.0179
Si	2.9792	4.8124	33.2773	-0.0066	0.0139	0.0238
Si	5.7824	7.575	33.1697	-0.0053	0.0066	0.0219
Si	8.5106	10.3392	33.2311	0.0089	-0.0014	0.0333
Si	11.1704	13.0187	33.1735	0.0062	-0.0035	0.0292
Si	8.4296	15.7678	33.3134	-0.005	-0.0065	0.0143
Si	11.1666	7.5978	33.4178	-0.0047	-0.0123	0.0117
Si	4.4619	8.9058	34.6186	-0.0014	-0.0023	0.2186
Si	7.1609	11.6754	34.6399	-0.0282	0.0232	0.1459
Si	4.3918	3.5142	34.6538	0.0253	-0.0285	0.1527
Si	7.0803	6.2572	34.6197	0.0193	-0.0224	0.2155
Si	9.8163	9.0037	34.6927	0.0013	0.0091	0.1566
Si	12.5351	11.7076	34.6091	0.0071	-0.0054	0.2137
Si	9.8357	14.3728	34.5716	-0.0283	0.0236	0.2085
Si	12.5489	17.0714	34.685	0.0098	0.0097	0.1446
Si	5.7692	10.2902	35.9675	0.2645	0.0095	0.3349
Si	8.5238	13.0443	35.9885	-0.1647	-0.1317	0.2527
Si	5.754	4.9047	35.9996	-0.1763	-0.0591	0.2531
Si	8.4338	7.5962	35.9867	0.0698	0.1683	0.3592
Si	11.214	10.3665	36.0066	-0.1742	-0.1	0.3595
Si	3.0159	13.0214	35.9897	0.0911	0.1679	0.3264
Si	11.1583	15.7036	35.9815	0.1887	0.1015	0.3954
Si	3.0864	7.5781	35.9868	-0.0987	-0.1451	0.2627
Si	8.1485	8.1282	6.9115	0.0939	0.1391	-0.2318
Si	10.9099	10.8984	6.9134	-0.0463	-0.1103	-0.2565
Si	8.1923	2.7407	6.9817	-0.0085	-0.0593	-0.2743
Si	10.8344	5.4185	6.9328	0.0225	0.0937	-0.4971
Si	13.6378	8.2011	6.9754	-0.0691	-0.1396	-0.2766
Si	5.4031	10.8534	6.9272	0.0601	0.0847	-0.4232
Si	13.5465	2.68	6.9024	0.1231	0.0738	-0.3447
Si	16.3717	5.4727	6.8956	-0.1306	-0.0911	-0.3364
Si	6.8262	6.7957	8.3487	-0.0071	0.0284	-0.2124
Si	9.5364	9.5122	8.2058	-0.0067	-0.0071	-0.1584
Si	6.7915	1.3308	8.2075	0.0377	-0.0217	-0.1453
Si	9.5374	4.0974	8.4007	-0.0001	-0.0241	-0.1775
Si	12.1992	6.8051	8.1861	-0.0123	0.0217	-0.1499
Si	14.983	9.547	8.3958	-0.0109	-0.0023	-0.1896
Si	12.2254	12.2285	8.3618	0.0124	-0.0077	-0.2039
Si	14.9616	4.0754	8.1247	-0.0168	0.0084	-0.1642
Si	8.1848	5.4763	9.7793	0.0113	-0.0015	-0.0377
Si	10.8819	8.1558	9.5643	-0.0037	0.0027	0.0025
Si	8.1663	10.8596	9.5385	0.0125	0.0007	0.0001
Si	10.8871	2.7045	9.7754	0.0005	0.0058	-0.033
Si	13.5548	5.4024	9.4173	0.0081	-0.0162	0.0023
Si	5.5007	8.1832	9.7386	-0.0063	-0.0023	-0.0367
Si	13.5925	10.8937	9.7736	-0.0096	0.0013	-0.0346
Si	5.4293	2.7259	9.464	-0.0144	-0.0014	0.0028
Si	9.608	6.8847	11.0977	0.0278	0.026	-0.0024
Si	12.1588	9.4742	11.0418	-0.016	-0.035	-0.0124
Si	9.3895	12.2151	11.0162	-0.0297	-0.032	0.0011
Si	12.3861	4.0811	10.9898	0.0325	0.0341	-0.0053
Si	3.9417	6.7751	10.7911	-0.04	-0.033	-0.0052
Si	6.9688	9.5378	11.0773	0.0254	0.0298	-0.0044
Si	15.0423	12.3414	10.9729	0.0291	0.0329	-0.0106
Si	6.7314	4.01	10.9257	-0.0218	-0.025	-0.0089
Si	8.745	8.6476	12.485	-0.0082	0.0023	0.0039
Si	10.3641	10.4732	12.2289	0.0118	0.0047	0.0094
Si	7.6088	2.2853	12.2787	0.0086	0.0038	0.0009
Si	11.4718	5.8843	12.153	0.0062	0.0034	-0.0111
Si	2.231	7.616	12.1905	-0.0016	-0.0045	-0.0162
Si	5.9561	11.3688	12.1386	-0.0047	0.0025	-0.0079
Si	14.2051	3.2359	12.2942	-0.0163	-0.0046	0.0043
Si	4.8873	5.0136	11.9449	0.0019	0.0074	-0.0067
Si	10.844	11.9312	22.973	-0.0023	0.0112	-0.0495
Si	5.9328	8.3318	24.1974	-0.0062	-0.0021	-0.0622
Si	5.9737	5.6842	14.6767	0.0067	-0.0078	-0.0494
Si	1.8589	9.9272	24.4485	0.0013	0.0095	-0.0536
Si	9.9949	6.8724	19.0276	0.011	-0.0084	-0.0544
Si	5.7203	8.3188	27.0058	0.0004	-0.001	-0.0468
Si	7.4533	10.8604	26.874	0.0103	-0.0073	-0.0518
Si	11.4148	11.245	14.1505	-0.0041	-0.0068	-0.0404
Si	11.0547	7.6729	25.2948	-0.01	0.0029	-0.0554
Si	12.2464	3.6739	16.789	0.0014	-0.0032	-0.0628
Si	12.2929	5.014	19.6171	-0.0049	0.0133	-0.0698
Si	1.648	11.4085	27.1415	0.0044	0.0017	-0.0403
Si	7.7175	5.0574	18.4266	0.003	-0.0019	-0.0548
Si	13.7052	2.4231	14.4905	0.0113	0.0022	-0.0464
Si	5.3041	6.6544	17.266	0.0054	0.0069	-0.0596
Si	3.1245	14.1037	26.5482	-0.0015	-0.0035	-0.0407
Si	8.2196	2.3089	17.209	0.0067	-0.0048	-0.0653
Si	6.9202	15.0253	24.0234	0.0097	0.001	-0.0365
Si	10.1217	9.6923	27.4808	-0.0067	0.0103	-0.0416
Si	6.7744	11.3962	19.005	0.0017	-0.0082	-0.0661
Si	4.7872	10.8225	15.0328	-0.0146	0.0135	-0.0516
Si	5.4463	7.1354	21.306	-0.0067	0.0057	-0.0591
Si	2.2904	13.7209	21.7461	-0.0033	0.0127	-0.0606
Si	8.372	11.0225	21.6894	-0.0085	-0.0077	-0.0593
Si	10.8309	11.7288	17.029	-0.0006	0.0021	-0.0507
Si	10.2979	5.3203	14.9384	0.0062	0.0058	-0.0527
Si	7.8755	3.2922	14.4165	-0.0106	0	-0.047
Si	4.7069	1.4982	20.7149	0.0082	0.0012	-0.0537
Si	14.0864	7.4908	19.3757	-0.0067	-0.0033	-0.0528
Si	12.0418	8.8921	17.7469	0.0014	0.0114	-0.0561
Si	8.4281	7.7688	14.7524	0.0059	-0.0048	-0.0516
Si	4.5861	10.9766	23.4865	0.0035	0.0084	-0.049
Si	6.3703	15.1176	21.0396	0.0087	0.0014	-0.0635
Si	8.395	6.8208	23.9728	-0.0171	-0.0028	-0.0654
Si	13.355	8.8938	14.9421	0.0037	0.0013	-0.0598
Si	4.0322	9.2326	29.432	0.0105	-0.0099	-0.0106
Si	8.2411	7.9479	21.2318	0.0044	-0.0034	-0.0606
Si	6.8316	9.4188	16.7904	0.0103	-0.0035	-0.0576
Si	8.3077	12.4015	24.3095	-0.0007	0.0016	-0.0531
Si	1.1924	5.5047	27.3804	0.0081	-0.0113	-0.0417
O	6.195	5.766	29.4191	0.0015	0.006	0.0093
O	9.2086	13.7963	29.1959	0.0024	-0.005	0.0119
O	14.8601	6.8292	18.1328	-0.0105	0.0023	0.0276
O	10.5113	11.3111	15.4939	-0.0069	0.0101	0.0443
O	8.0935	8.944	15.8555	-0.015	0.0107	0.0328
O	4.5735	12.3353	24.3848	-0.0072	0.0102	0.0288
O	6.9263	7.3958	27.6001	0.0083	-0.0113	0.0293
O	4.954	11.4283	21.9912	0.0002	-0.0123	0.047
O	9.8724	12.6977	24.0189	-0.0035	0.0023	0.0183
O	5.9743	8.1024	17.1041	-0.0046	-0.0085	0.0123
O	1.9781	12.9445	26.7201	-0.0001	-0.0012	0.0199
O	4.3061	13.9262	27.6643	0.0088	0.0006	0.0484
O	5.2111	11.4784	19.4586	-0.0119	0.0113	0.0234
O	1.6516	14.9128	20.8721	0.0097	-0.0203	0.0376
O	5.3354	14.9547	24.3522	-0.0112	0.0035	0.0195
O	9.956	11.3665	21.7386	0.0116	0.0057	0.0201
O	10.2844	8.8184	26.1292	-0.0049	0.0103	0.0372
O	7.608	13.7711	24.7547	0.0028	-0.005	0.0193
O	12.7148	4.3254	18.2015	0.001	0.0154	0.0496
O	8.047	2.1907	15.6013	0.0057	-0.0098	0.0487
O	11.4796	10.4223	17.7491	0.0053	-0.0098	0.0249
O	13.2209	8.7646	18.863	0.0152	-0.0102	0.0294
O	10.8612	15.2952	27.6128	0.0052	0.008	0.0134
O	2.4739	15.5545	26.8591	-0.0121	0.0077	0.0184
O	6.2599	9.8071	26.7074	0.0052	0.005	0.0153
O	14.7477	12.1737	15.1095	0.0064	-0.0101	0.0139
O	4.2149	7.8848	20.5732	0.0189	-0.0004	0.0376
O	8.5982	5.3938	28.3916	0.0087	-0.0004	0.0116
O	6.5401	4.1672	14.7793	-0.0039	0.0022	0.0261
O	7.1452	14.9051	22.4322	-0.0016	0	0.0495
O	5.363	5.5192	21.1292	-0.0057	0.0062	0.0286
O	4.4754	8.4682	28.0279	-0.0057	0.0067	0.0196
O	7.6434	5.4983	24.5314	0.0013	0.0029	0.0146
O	5.4474	7.5023	22.8877	0.004	0.0179	0.0454
O	11.358	5.4535	13.7378	-0.0169	-0.0114	0.0421
O	10.9274	11.1027	27.2435	0.0026	-0.0083	0.0216
O	6.794	7.6598	20.5545	-0.0002	-0.0053	0.035
O	6.8737	12.1001	27.7162	0.0024	0.005	0.0398
O	10.7573	5.5327	19.5392	0.0062	-0.0063	0.0127
O	13.4335	3.5233	15.6768	-0.0128	0.0164	0.0352
O	5.4685	10.7836	13.5844	-0.0163	-0.0068	0.0349
O	7.6829	11.7962	22.937	0.0007	0.0107	0.0384
O	8.4077	6.8057	22.36	0.002	-0.0074	0.0421
O	3.2244	14.1865	23.0065	0.0151	0.0007	0.0457
O	5.6808	9.908	23.977	-0.0016	-0.0008	0.0178
O	5.2014	7.7885	25.5525	0.0029	-0.0012	0.0371
O	14.0206	1.9053	20.7199	-0.0025	0.0018	0.03
O	9.1245	4.3277	14.4251	0.0049	0.0015	0.0098
O	5.5379	2.8931	20.723	-0.0043	0.0007	0.023
O	2.2104	10.4211	25.9618	-0.0026	0.0135	0.04
O	9.4419	1.3517	17.6856	-0.0104	0.0007	0.0135
O	13.4695	7.7558	13.8074	0.0069	0.018	0.0468
O	8.0885	11.3279	25.4822	-0.011	-0.0139	0.0384
O	0.83	6.5505	26.2197	0.0067	-0.0154	0.0399
O	14.8093	9.4798	15.2901	0.0003	-0.0006	0.0098
O	1.0764	12.9055	22.3906	-0.0072	-0.0097	0.0252
O	11.8019	2.1391	17.0971	-0.0042	0.0009	0.014
O	8.5907	10.1261	27.7494	0.0087	-0.0016	0.0181
O	5.1913	5.8564	13.3085	0.0148	0.0027	0.0333
O	12.6216	8.4355	16.3004	-0.0117	-0.0061	0.0461
O	3.1603	10.2009	23.5347	-0.0127	-0.0017	0.017
O	1.3808	8.3747	24.459	-0.0062	-0.0066	0.0264
O	7.2423	10.0489	18.2293	0.0055	0.0183	0.0361
O	7.5264	8.1064	24.442	-0.0014	-0.0028	0.0151
O	13.1321	6.3402	19.9421	-0.0016	-0.0028	0.0226
O	9.6881	6.8175	15.2236	0.0073	-0.0048	0.0211
O	7.1694	6.7582	14.707	-0.0074	0.0017	0.0075
O	8.6827	6.3394	18.26	0.0074	0.0045	0.0318
O	8.199	9.4282	21.861	-0.0006	0.0024	0.0133
O	4.9111	6.0406	15.8301	-0.008	0.0094	0.0391
O	6.2749	5.5442	17.9169	0.0085	-0.0122	0.0321
O	9.4851	7.8231	20.2289	-0.0231	0.004	0.0328
O	11.0626	4.6354	16.1982	0.0084	-0.0148	0.0366
O	6.9445	1.7962	18.0353	-0.0067	-0.004	0.024
O	5.9904	10.6357	16.1024	0.0103	-0.0106	0.0369
O	12.5398	10.1076	14.3012	0.0012	-0.0019	0.0225
O	7.713	11.5278	20.3149	0.0153	-0.008	0.042
O	9.9331	6.9334	24.4111	0.0169	0.0069	0.0189
O	8.3913	3.8824	17.5413	-0.0068	0.0129	0.023
O	12.2541	1.7634	14.0835	-0.0012	-0.0068	0.0235
O	7.5187	4.5132	19.9338	-0.0132	-0.0061	0.0426
O	10.8941	7.8063	18.0778	-0.0172	-0.0131	0.0343
O	0.6317	10.7351	23.803	0.0129	-0.0116	0.0315
H	6.5741	9.4518	36.8999	-0.293	0.466	-0.198
H	4.9383	11.1028	36.8999	0.235	-0.2599	-0.3181
H	9.3526	12.2296	36.9209	-0.3387	0.3849	-0.2574
H	7.6998	13.8639	36.9209	0.2557	-0.2158	-0.2898
H	4.9404	5.7347	36.932	0.3674	-0.4239	-0.2177
H	6.5823	4.0895	36.932	-0.2171	0.2329	-0.3045
H	7.6045	8.4104	36.9192	0.3383	-0.4111	-0.2057
H	9.2402	6.7592	36.9192	-0.2194	0.2684	-0.2859
H	10.3954	11.1916	36.9391	0.4105	-0.3454	-0.2097
H	12.0405	9.5496	36.9391	-0.1937	0.2357	-0.294
H	2.1855	13.8345	36.9222	0.3802	-0.2642	-0.2365
H	3.8353	12.1971	36.9222	-0.3272	0.2014	-0.2768
H	11.9882	14.89	36.914	-0.4022	0.2469	-0.233
H	10.3356	16.5245	36.914	0.2037	-0.3052	-0.2779
H	2.2803	8.4153	36.9192	0.2239	-0.1957	-0.3097
H	3.9146	6.7627	36.9192	-0.42	0.3763	-0.2283
H	8.9794	7.3156	5.979	-0.3931	0.2731	0.2589
H	7.3292	8.9525	5.979	0.2067	-0.3333	0.2798
H	11.734	10.0789	5.981	-0.2402	0.383	0.2387
H	10.0816	11.7137	5.981	0.3552	-0.232	0.2554
H	9.0059	1.9108	6.0492	-0.1749	0.4255	0.2766
H	7.3641	3.5561	6.0492	0.3699	-0.2328	0.2933
H	11.6637	4.6043	6.0004	-0.3557	0.2193	0.2857
H	10.0295	6.2569	6.0004	0.1628	-0.516	0.2379
H	14.4563	7.376	6.043	-0.2121	0.3493	0.2884
H	12.8089	9.0158	6.043	0.4351	-0.181	0.2747
H	4.5731	11.667	5.9948	0.2554	-0.3417	0.2779
H	6.2335	10.0403	5.9948	-0.3901	0.1605	0.2752
H	12.7401	3.517	5.9699	0.1729	-0.4122	0.2596
H	14.3692	1.8592	5.9699	-0.4265	0.176	0.2421
H	15.5451	6.2897	5.9631	0.399	-0.166	0.2356
H	17.1778	4.6355	5.9631	-0.1863	0.4259	0.2271

Results
free energy: -129717.015 eV
free energy less fixed offsets of H -15.71, O -570.45, Si -639.56 eV per atom: -3.265 eV

The program warned: the cutoff lies below the one the program advises for these potential files; the forces do not sum to zero within the program's tolerance; empty levels may hold ghost states of the PAW files; the exchange-correlation potential is rough where the density is thin.
